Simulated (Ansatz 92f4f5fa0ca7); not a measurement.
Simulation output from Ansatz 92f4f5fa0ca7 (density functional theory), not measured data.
Periodic cell of 255 atoms, Si165O90, from a study of silicon, its oxide and their interface. The atomic structure is a simulated model.
Doubt: the cutoff is low for norm-conserving oxygen, so forces and energies are approximate.
This geometry differs little from another in the collection (a relaxation step or a small displacement).

Settings
functional: HSE06
potential files: SPMS norm-conserving
basis: plane waves
wave-function cutoff: 800 eV
density cutoff ratio: 4
exchange-correlation grid ratio: 1
k mesh: 1 x 1 x 1, Gamma-centred
occupations: fixed
spin: none
net charge: 0

Cell vectors (angstrom)
a	10.938	0	0
b	0	10.938	0
c	0	0	37.4293

Atoms: element, x, y, z (angstrom)
Si	0	0	0.683
Si	5.469	0	0.683
Si	2.7345	2.7345	0.683
Si	8.2035	2.7345	0.683
Si	0	5.469	0.683
Si	5.469	5.469	0.683
Si	2.7345	8.2035	0.683
Si	8.2035	8.2035	0.683
Si	1.3673	1.3673	2.0503
Si	6.8362	1.3673	2.0503
Si	4.1018	4.1018	2.0503
Si	9.5708	4.1018	2.0503
Si	1.3673	6.8362	2.0503
Si	6.8362	6.8362	2.0503
Si	4.1018	9.5708	2.0503
Si	9.5708	9.5708	2.0503
Si	2.7345	0	35.3778
Si	8.2035	0	35.3778
Si	0	2.7345	35.3778
Si	5.469	2.7345	35.3778
Si	2.7345	5.469	35.3778
Si	8.2035	5.469	35.3778
Si	0	8.2035	35.3778
Si	5.469	8.2035	35.3778
Si	4.1018	1.3673	36.7451
Si	9.5708	1.3673	36.7451
Si	1.3673	4.1018	36.7451
Si	6.8362	4.1018	36.7451
Si	4.1018	6.8362	36.7451
Si	9.5708	6.8362	36.7451
Si	1.3673	9.5708	36.7451
Si	6.8362	9.5708	36.7451
Si	-1.3833	-1.5057	28.608
Si	5.1097	0.5504	27.2849
Si	3.2619	2.1495	27.347
Si	8.0084	2.9082	27.3028
Si	-0.2947	5.5902	27.3265
Si	5.7314	5.0816	27.1588
Si	2.5841	8.7361	26.7307
Si	8.4854	7.8863	27.1479
Si	1.3859	1.2978	28.5303
Si	6.8351	1.3677	28.6173
Si	4.1453	3.9795	28.5397
Si	9.5278	4.0431	28.6465
Si	1.3278	6.6574	28.6006
Si	6.8216	6.7703	28.4296
Si	4.1064	9.6558	28.3383
Si	11.0491	10.6402	27.3134
Si	2.7364	-0.0709	29.9002
Si	8.1917	-0.0705	29.8992
Si	0.0294	2.6777	29.9062
Si	5.5087	2.7273	30.0087
Si	2.7534	5.3453	29.907
Si	8.1694	5.4714	29.9424
Si	0.041	8.1349	29.9646
Si	5.4238	8.1869	29.7299
Si	4.0985	1.32	31.2821
Si	9.5748	1.3137	31.2578
Si	1.3702	4.0386	31.3011
Si	6.8462	4.1105	31.3446
Si	4.1072	6.8141	31.1972
Si	9.5752	6.7948	31.3066
Si	1.3873	9.5321	31.3063
Si	6.7883	9.5076	31.2171
Si	0.0051	-0.0286	32.6469
Si	5.467	-0.0466	32.6292
Si	2.7408	2.6901	32.6603
Si	8.2225	2.7048	32.6463
Si	0.0028	5.4263	32.6571
Si	5.4596	5.4879	32.6455
Si	2.7529	8.1559	32.6329
Si	8.1879	8.1855	32.6255
Si	1.3555	1.351	34.0192
Si	6.8287	1.3456	33.9991
Si	4.096	4.1001	34.0057
Si	9.5673	4.0806	34.0213
Si	1.3643	6.8184	34.008
Si	6.8314	6.8363	34.0143
Si	4.0957	9.5483	34.0072
Si	9.5556	9.5591	34.0038
Si	2.7435	0.0113	3.4084
Si	8.2214	0.0343	3.4128
Si	-0.0103	2.7459	3.4229
Si	5.4744	2.7522	3.4193
Si	2.7218	5.4657	3.4307
Si	8.2102	5.4742	3.4167
Si	0.0116	8.2	3.418
Si	5.4878	8.2252	3.4162
Si	4.0728	1.4149	4.7736
Si	9.5454	1.4233	4.8146
Si	1.3249	4.1102	4.8161
Si	6.8724	4.0922	4.7948
Si	4.1105	6.8525	4.7589
Si	9.5746	6.8394	4.7859
Si	1.3693	9.5973	4.7686
Si	6.8581	9.6247	4.7714
Si	-0.0021	0.0529	6.1166
Si	5.4994	0.1041	6.104
Si	2.6641	2.718	6.1807
Si	8.1933	2.7569	6.2783
Si	-0.0791	5.4387	6.2082
Si	5.5057	5.4882	6.0874
Si	2.7555	8.2402	6.1153
Si	8.2766	8.2916	6.1191
Si	1.2697	1.3488	7.6027
Si	6.7857	1.3962	7.6446
Si	4.1097	4.1097	7.4091
Si	9.5301	4.0961	7.7478
Si	1.3095	6.8862	7.4217
Si	6.8954	6.9045	7.3799
Si	4.1393	9.6935	7.4046
Si	9.616	9.6959	7.5387
Si	3.8291	1.4207	10.2952
Si	8.1859	0.0098	9.0086
Si	-0.1519	2.5458	9.1515
Si	5.2742	2.7354	8.9514
Si	2.7967	5.5803	8.6501
Si	8.1942	5.7042	8.9336
Si	0.1259	8.3535	8.8428
Si	5.6204	8.3869	8.6459
Si	2.7247	-0.0367	8.8522
Si	9.4957	1.1422	10.6378
Si	1.4295	3.4374	10.6072
Si	6.5023	5.1814	10.4919
Si	4.1256	7.1032	9.7769
Si	9.5116	7.218	10.1295
Si	1.8551	9.2248	10.2533
Si	7.1105	9.2983	10.256
O	5.7182	0.31	25.7749
O	9.5756	6.7184	26.8189
O	2.6526	2.3905	10.9948
O	1.5759	11.2382	13.0609
O	10.1477	0.1485	26.0248
O	3.9548	6.6845	23.6905
O	6.0612	3.6845	10.0384
O	-0.4077	0.0518	11.2957
O	7.0559	5.0838	12.0166
O	4.7278	0.5305	11.3717
O	12.9777	15.6243	9.791
O	5.2013	6.1783	10.6363
O	0.6318	4.1023	11.907
O	8.319	8.2237	10.757
O	8.7145	1.8347	11.9266
O	3.0797	8.1377	10.5615
O	0.3951	5.0114	25.9765
O	2.9	8.5326	25.1422
O	8.7281	2.3446	25.9527
O	1.2399	9.6279	26.7301
O	5.1454	5.5391	25.7076
O	2.2837	-3.6401	27.4119
O	8.0812	8.4936	25.6868
O	6.7012	9.7144	23.8614
Si	3.3958	5.6087	13.2895
Si	9.4912	-6.4519	22.2061
Si	4.5641	4.8251	17.5449
Si	11.6753	10.1774	12.1251
Si	5.8459	-0.5131	11.9975
Si	3.5381	12.1687	22.733
Si	-0.2056	11.5799	18.446
Si	0.0637	7.8892	14.2153
Si	11.131	-7.4589	19.6995
Si	4.7817	8.3505	14.1758
Si	8.8799	-1.7392	19.104
Si	2.6266	-3.3805	23.8675
Si	5.3291	6.0243	24.1722
Si	-4.7398	4.4265	13.2273
Si	2.3472	9.2146	15.8031
Si	7.5138	8.3552	24.1727
Si	11.5686	5.7221	12.2073
Si	4.2322	11.473	20.0319
Si	-1.2352	1.8801	15.6776
Si	10.5992	-6.4758	16.893
Si	9.2411	7.2521	16.5391
Si	1.5128	11.9208	14.5442
Si	4.9073	3.9636	21.977
Si	1.4734	7.8624	21.1329
Si	0.7053	5.1666	24.402
Si	5.9492	11.1063	24.1838
Si	1.8	2.5579	24.6191
Si	9.8685	1.4936	25.1914
Si	7.1703	11.4178	20.0888
Si	2.7488	5.1424	20.0361
Si	-4.5364	6.4107	15.6573
Si	9.2952	-3.4611	21.7066
Si	2.1998	-1.1451	18.7011
Si	-3.2198	1.6613	13.2302
Si	5.8231	2.8427	19.3633
Si	2.4861	3.7175	15.581
Si	-2.7589	1.7025	22.7452
O	4.0454	7.0169	13.6781
O	-0.8945	-0.6225	19.1716
O	12.363	8.1301	15.0464
O	4.4888	0.1842	23.4998
O	-0.633	6.0333	16.6669
O	6.5223	5.2104	14.5891
O	4.4439	1.9712	19.2992
O	2.3039	8.8688	17.3804
O	2.1482	1.4358	23.5181
O	3.7592	4.8101	21.2377
O	2.6088	4.8982	14.4988
O	8.7464	-2.7143	20.3815
O	-1.2166	8.0497	15.2027
O	6.6707	2.8902	13.3337
O	10.4377	-6.6594	18.486
O	3.7521	3.8165	16.5777
O	1.3325	6.6227	24.1368
O	0.3234	2.2893	25.1853
O	-0.3867	6.4361	11.1541
O	6.9012	3.9961	26.7991
O	3.1977	0.6807	21.2579
O	12.8713	6.4541	20.4849
O	10.8353	1.9173	19.4287
O	5.6381	4.8317	23.1226
O	4.2696	2.6611	22.665
O	8.8871	-5.0432	21.6584
O	-2.4816	1.5317	14.6866
O	-5.8279	9.3209	12.9337
O	5.9673	3.4981	20.8401
O	0.0947	6.3765	13.6037
O	4.6022	4.5766	12.8969
O	-0.6392	4.884	23.5536
O	7.5669	10.151	19.1629
O	5.6825	0.1433	20.6367
O	14.7796	9.1278	15.2201
O	2.3502	8.2908	22.4407
O	-2.8142	0.837	21.3601
O	10.5022	-7.0485	21.1114
O	2.898	2.5041	25.7885
O	12.2572	0.1462	18.2836
O	3.592	-5.5006	18.6831
O	7.0659	1.8202	19.1578
O	7.7962	-4.3685	16.4193
O	12.6984	3.8846	19.7646
O	8.6769	8.1334	23.0607
O	0.0327	1.5614	14.7479
O	5.7644	14.9183	18.2365
O	6.8179	1.4023	23.5759
O	10.8939	-3.2506	21.6512
O	2.4754	13.1984	14.8445
O	12.7649	-0.212	15.5772
O	9.4002	1.1785	23.6803
O	9.1367	-2.6475	17.7854
O	6.1046	7.8367	14.9478
O	1.1499	4.023	16.4364
O	8.4109	3.3006	22.4977
O	1.8033	4.0473	23.9893
O	-1.3341	14.3926	16.0864
O	0.0128	9.0418	13.0629
O	-9.3251	8.9701	19.9623
O	5.223	6.0351	16.701
O	-1.0068	1.0199	17.0626
O	2.2511	5.996	12.1964
O	6.8642	0.3163	12.955
O	3.6815	10.3389	19.0464
O	6.5296	7.0855	24.114

Results
free energy: -59013.300 eV
free energy less fixed offsets of O -447.96, Si -113.29 eV per atom: -4.050 eV
gap between the highest filled and lowest empty level on this k mesh: 1.351 eV

The program warned: the cutoff lies below the one the program advises for these potential files; the forces do not sum to zero within the program's tolerance; the exchange-correlation potential is rough where the density is thin.
